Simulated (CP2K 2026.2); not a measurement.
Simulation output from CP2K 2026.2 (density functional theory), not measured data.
Periodic cell of 534 atoms, Si358O176, from a study of silicon, its oxide and their interface. The atomic structure is a simulated model.
Doubt: the forces sum to 2.97 eV/angstrom along one axis rather than to zero, so they err by at least 0.0056 eV/angstrom per atom on average; the grid cutoff is modest.

Settings: functional PBE; method Gaussian and plane waves; basis set DZVP-MOLOPT-SR-GTH; pseudopotentials GTH-PBE; grid cutoff 350 Ry, relative cutoff 50 Ry; k points Gamma only; occupations fixed; spin none; net charge 0.

Cell vectors (angstrom)
a 16.32 0 0
b 0 16.32 0
c 0.4195 0.0395 35.173

Atoms and the computed forces on them: element, x, y, z (angstrom), force x, y, z (eV/angstrom)
Si 16.206 0.66 34.959 -0.473 0.063 -0.14
Si 2.942 2.971 0.314 0.133 0.119 0.565
Si 1.03 5.001 35.139 -0.189 0.328 0.733
Si 3.2 8.097 0.097 -0.064 0.034 0.646
Si 16.448 11.288 35.07 0.036 -0.117 0.766
Si 3.117 13.086 34.88 0.285 0.057 0.732
Si 6.416 15.747 35.035 -0.132 -0.008 0.721
Si 8.638 2.27 0.194 -0.066 -0.147 0.702
Si 5.411 5.961 0.18 0.045 -0.097 0.758
Si 8.219 8.5 35.024 0.415 -0.248 0.736
Si 6.356 11.027 35.032 -0.347 0.033 0.733
Si 8.304 13.67 0.249 0.059 0.078 0.561
Si 11.416 0.281 35.031 0.146 -0.186 0.715
Si 14.3 2.485 0.133 0.053 -0.317 0.417
Si 11.022 5.187 35.005 0.319 0.049 0.572
Si 13.778 7.634 34.396 -0.549 0.211 -0.104
Si 10.375 11.388 0.001 -0.036 -0.009 0.714
Si 13.969 13.259 34.658 -0.367 -0.371 0.348
Si 1.703 1.476 1.518 0.202 0.136 0.399
Si 4.424 4.26 1.422 0.017 0.046 -0.074
Si 1.557 6.796 1.183 0.004 -0.021 -0.024
Si 4.326 9.762 1.273 0.024 -0.019 0.011
Si 1.28 12.274 1.342 -0.063 -0.061 -0.026
Si 4.256 14.571 1.032 -0.1 0.034 -0.055
Si 6.944 1.109 1.259 -0.076 -0.004 -0.025
Si 9.669 3.877 1.51 -0.11 -0.048 0.057
Si 6.909 7.045 1.527 0.038 0.011 -0.083
Si 9.482 9.545 1.137 -0.032 -0.035 -0.057
Si 6.965 12.274 1.507 -0.009 0.024 -0.033
Si 9.817 15.064 1.31 -0.026 0.038 -0.034
Si 12.475 1.449 1.25 0.021 0.04 -0.038
Si 15.324 4.052 1.48 0.066 0.062 0.018
Si 12.067 6.685 0.998 0.054 0.014 -0.108
Si 15.084 9.511 1.102 0.182 0.348 0.422
Si 12.2 12.261 1.17 0.058 -0.043 -0.069
Si 15.063 15.281 1.273 0.359 0.115 0.467
Si 0.225 2.685 2.892 0.025 -0.03 0.034
Si 2.97 16.121 2.517 0.048 -0.071 0.021
Si 0.133 8.17 2.519 0.059 0.02 -0.022
Si 2.884 5.508 2.701 0.003 -0.003 0.029
Si 0.042 13.764 2.6 -0.066 0.043 0.004
Si 2.774 10.927 2.621 0.019 0.005 -0.026
Si 5.677 2.654 2.599 0.043 0.001 0.019
Si 8.36 16.282 2.72 0.024 -0.002 0.032
Si 5.545 8.394 2.814 -0.015 0.031 0.017
Si 8.276 5.441 2.658 -0.001 0.009 -0.006
Si 5.499 13.548 2.739 0.016 0.079 0.013
Si 8.301 10.83 2.731 0.004 -0.034 0.024
Si 11.14 2.672 2.775 0.023 -0.036 0.042
Si 13.696 0.097 2.757 0.024 -0.008 -0.06
Si 10.904 8.151 2.461 0.007 0.016 0.015
Si 13.689 5.487 2.46 -0.045 -0.003 -0.009
Si 11.088 13.665 2.671 0.017 0.023 0.007
Si 13.608 10.824 2.461 0.05 -0.007 0.008
Si 1.58 4.127 4.111 0.019 -0.005 -0.021
Si 4.248 1.298 3.917 0.025 -0.051 -0.019
Si 1.47 9.503 3.955 -0.018 -0.009 0.008
Si 4.2 6.898 4.058 -0.003 -0.025 -0.009
Si 1.507 14.973 3.992 0.018 0 -0.043
Si 4.127 12.227 4.073 -0.017 -0.017 -0.032
Si 6.954 4.052 4.016 -0.01 -0.008 0.003
Si 9.696 1.344 4.081 -0.005 0.009 -0.028
Si 6.952 9.604 4.181 -0.018 -0.01 0.027
Si 9.644 6.821 3.969 -0.006 0.039 -0.001
Si 6.937 14.932 4.033 0.009 -0.011 -0.025
Si 9.696 12.258 3.991 0.003 -0.03 -0.019
Si 12.459 4.143 4.005 0.009 0.026 -0.006
Si 15.088 1.378 4.139 -0.002 0.03 0.043
Si 12.299 9.487 3.883 -0.026 -0.007 0.008
Si 15.052 6.831 3.879 0.006 -0.02 -0.012
Si 12.395 14.989 4.079 -0.051 0.052 0.035
Si 15.007 12.247 3.853 0.011 -0.009 -0.008
Si 16.447 16.33 10.816 -0.006 0.005 0.006
Si 2.858 2.741 10.833 0.003 0.013 0.008
Si 16.446 5.455 10.811 0.012 0.012 0.002
Si 2.852 8.166 10.774 -0.015 -0.013 -0.008
Si 16.438 10.877 10.809 0.004 0.004 0.004
Si 2.857 13.615 10.818 0.024 0 0.006
Si 5.594 0.043 10.835 0.009 0 0.011
Si 8.315 2.732 10.824 0 -0.009 0.005
Si 5.58 5.458 10.812 -0.013 -0.002 -0.001
Si 8.313 8.183 10.82 -0.012 0.007 -0.005
Si 5.577 10.908 10.783 -0.007 -0.005 -0.015
Si 8.317 13.629 10.826 -0.002 -0.009 -0.004
Si 11.022 0.012 10.802 -0.007 0.011 -0.019
Si 13.74 2.724 10.807 -0.012 -0.006 -0.008
Si 11.026 5.442 10.825 0.011 -0.009 -0.001
Si 13.736 8.16 10.846 0.015 0.009 0.004
Si 11.029 10.896 10.844 -0.009 -0.003 -0.001
Si 13.72 13.609 10.819 0.003 0.004 0.001
Si 1.48 1.374 12.18 0.005 -0.009 -0.001
Si 4.229 4.101 12.189 -0.004 -0.017 0.014
Si 1.504 6.817 12.151 0.014 0.02 -0.001
Si 4.218 9.535 12.12 0.013 0.011 -0.01
Si 1.479 12.242 12.15 -0.013 -0.01 -0.003
Si 4.227 14.989 12.161 0.001 0.007 -0.003
Si 6.96 1.399 12.204 -0.002 0.01 0.007
Si 9.686 4.067 12.192 -0.014 -0.001 -0.007
Si 6.948 6.822 12.168 0.011 0.01 0.008
Si 9.671 9.532 12.202 0.004 0.003 0.008
Si 6.937 12.266 12.154 -0.005 -0.01 -0.001
Si 9.676 14.996 12.194 0.005 0.005 0.001
Si 12.373 1.364 12.171 0.009 0 0
Si 15.081 4.086 12.176 0.006 -0.002 -0.003
Si 12.381 6.782 12.202 -0.015 0 -0.001
Si 15.106 9.518 12.194 -0.006 -0.007 0.007
Si 12.371 12.273 12.214 0.007 -0.002 0.007
Si 15.068 14.978 12.179 -0.004 -0.018 -0.002
Si 16.413 2.714 13.544 0.005 -0.014 0.006
Si 2.859 16.334 13.518 -0.004 -0.003 0.002
Si 0.163 8.152 13.543 0.009 -0.011 0.007
Si 2.853 5.471 13.526 -0.006 0.009 -0.011
Si 16.438 13.603 13.503 0.007 0.003 -0.011
Si 2.851 10.872 13.48 0.005 -0.013 0.007
Si 5.596 2.757 13.565 0.014 0.006 0.022
Si 8.342 0.058 13.564 -0.003 0.011 -0.003
Si 5.585 8.212 13.502 -0.002 0.007 0.004
Si 8.311 5.44 13.509 0.012 -0.02 -0.003
Si 5.607 13.653 13.516 0 0.009 0.005
Si 8.298 10.924 13.527 -0.002 0.009 -0.005
Si 11.046 2.706 13.575 -0.016 -0.005 0.004
Si 13.687 16.317 13.561 0.02 -0.008 0.008
Si 11.022 8.14 13.557 -0.01 0.007 0.007
Si 13.725 5.41 13.581 -0.018 -0.008 0.007
Si 11.021 13.655 13.591 -0.003 -0.001 0.009
Si 13.746 10.886 13.538 0 0.001 -0.006
Si 1.47 4.093 14.855 -0.002 0.02 0.007
Si 4.222 1.367 14.882 -0.006 0.014 -0.01
Si 1.534 9.517 14.896 0.004 0.006 0.006
Si 4.229 6.856 14.855 -0.023 -0.01 -0.015
Si 1.476 14.965 14.842 -0.005 -0.007 -0.004
Si 4.197 12.276 14.786 -0.01 0.002 -0.026
Si 6.978 4.126 14.92 -0.008 0.002 -0.007
Si 9.706 1.376 14.987 0.005 -0.026 0.022
Si 6.941 9.571 14.881 -0.006 -0.002 0.02
Si 9.664 6.749 14.904 -0.007 -0.001 -0.006
Si 6.975 15.023 14.893 -0.027 -0.037 0.007
Si 9.617 12.31 14.911 -0.022 0.029 0.011
Si 12.38 4.036 14.985 0.058 0.013 0.017
Si 15.025 1.356 14.92 -0.022 0.002 0.002
Si 12.4 9.507 14.885 0.009 -0.036 0.019
Si 15.129 6.766 14.891 0.043 0.03 -0.013
Si 12.362 14.996 15.019 -0.017 0.013 0.031
Si 15.104 12.251 14.891 0.008 0.016 -0.016
Si 16.411 16.29 16.193 0.021 -0.031 0.001
Si 2.835 2.745 16.181 -0.049 -0.054 0.007
Si 16.423 5.363 16.288 -0.019 -0.018 0.018
Si 2.89 8.156 16.281 0.035 0 0.02
Si 0.199 10.928 16.224 0.026 -0.035 -0.017
Si 2.844 13.599 16.166 -0.011 -0.001 -0.011
Si 5.602 0.035 16.251 0.012 0.019 0.026
Si 8.358 2.79 16.3 -0.006 0.037 -0.004
Si 5.6 5.536 16.216 0.02 -0.003 -0.006
Si 8.275 8.124 16.2 -0.018 -0.024 -0.037
Si 5.559 11 16.168 0.035 0.03 0.007
Si 8.308 13.717 16.328 0.009 0.007 -0.004
Si 11 0.024 16.474 0.011 -0.016 0.011
Si 13.69 2.644 16.409 -0.026 -0.035 0.002
Si 11.012 5.407 16.327 -0.046 -0.002 0.029
Si 13.823 8.168 16.229 -0.021 0.051 -0.008
Si 10.984 10.883 16.162 -0.011 -0.007 -0.01
Si 13.758 13.572 16.298 0.037 -0.017 -0.022
Si 1.419 1.384 17.48 -0.012 0.026 -0.075
Si 4.229 4.135 17.467 -0.017 0.017 -0.028
Si 1.515 6.701 17.595 0.016 0.007 0.031
Si 4.264 9.642 17.539 -0.053 -0.053 0.012
Si 1.552 12.272 17.612 -0.012 0.023 0.052
Si 4.184 14.947 17.504 0.017 -0.012 -0.034
Si 6.97 1.437 17.596 0.007 0.019 -0.011
Si 9.642 4.108 17.809 0.012 -0.001 0.011
Si 6.899 6.89 17.661 -0.004 0.01 0.027
Si 9.652 9.484 17.478 0.031 0.012 -0.014
Si 6.818 12.424 17.574 -0.077 -0.013 0.001
Si 9.626 14.987 17.876 -0.019 -0.04 0.024
Si 12.336 1.358 17.938 -0.003 0.042 0.039
Si 15.099 3.968 17.737 0.052 0.039 -0.009
Si 12.498 6.758 17.55 -0.007 -0.017 -0.03
Si 15.214 9.545 17.566 0.01 -0.042 -0.007
Si 12.34 12.163 17.552 0.013 0.023 0.03
Si 15.168 14.911 17.653 0.026 0.004 0.051
Si 16.463 2.543 19.069 -0.009 0.003 0.089
Si 2.868 0.093 18.713 -0.019 -0.019 0.039
Si 16.538 8.132 18.911 0 -0.01 0.02
Si 2.819 5.234 18.943 -0.336 -0.258 -0.344
Si 0.395 13.711 19.059 0.253 0.275 -0.398
Si 2.889 10.909 18.966 0.033 0.042 0.014
Si 5.611 2.891 18.843 0.05 -0.024 0.036
Si 8.172 0.158 19.168 0.044 0.021 0.025
Si 5.642 8.406 18.976 0.073 0.045 0.069
Si 8.23 5.593 19.085 0.051 -0.056 0.059
Si 5.424 13.744 19.072 0.042 -0.064 0.028
Si 8.174 10.863 18.638 -0.044 -0.001 0.029
Si 10.918 2.759 19.393 -0.05 0.006 0.037
Si 13.792 16.158 19.11 0.01 0.028 0.051
Si 11.134 8.197 18.784 0.029 0.017 -0.008
Si 13.712 5.339 19.041 -0.019 -0.004 0.046
Si 11.082 13.454 19.077 -0.001 0.057 0.056
Si 13.751 10.823 18.868 -0.014 0.002 0.006
Si 1.895 3.523 20.295 -0.074 0.099 -0.725
Si 4.19 1.48 19.975 0.017 0.086 -0.524
Si 1.933 9.136 20.147 0.14 -0.175 -0.587
Si 3.866 7.726 20.272 -0.134 0.557 -0.495
Si 1.6 15.318 20.305 0.008 -0.253 -0.671
Si 4.344 12.084 20.409 -0.139 0.168 -0.712
Si 6.938 4.092 20.368 -0.089 0.218 -0.79
Si 9.095 1.772 20.7 0.377 -0.266 -0.78
Si 6.744 10.019 20.306 0.078 -0.254 -0.787
Si 9.912 6.844 20.147 -0.231 -0.021 -0.684
Si 6.314 15.58 20.32 0.083 -0.128 -0.773
Si 9.534 11.971 20.056 0.315 -0.099 -0.493
Si 12.014 4.535 20.565 0.181 -0.297 -0.785
Si 15.433 0.896 20.436 -0.18 0.143 -0.837
Si 12.791 9.119 20.177 -0.276 0.272 -0.722
Si 15.035 6.866 20.181 0.19 -0.123 -0.664
Si 12.865 14.36 20.333 0.098 -0.232 -0.691
Si 14.358 12.491 20.406 -0.449 0.031 -0.531
Si 12.25 13.035 27.526 0.177 0.12 -0.221
Si 3.382 7.075 22.943 -0.027 0.068 -0.118
Si 0.733 5.605 22.294 0.014 0.023 -0.182
Si 0.424 9.722 22.832 0.161 -0.147 -0.19
Si 13.424 9.255 25.071 -0.002 -0.089 -0.149
Si 12.662 15.186 23.423 -0.059 0.027 -0.152
Si 7.578 12.679 24.494 0.086 0.067 -0.095
Si 8.086 16.272 27.801 0.052 0.086 0.161
Si 5.62 4.982 23.169 0.029 0.066 -0.217
Si 9.22 9.451 21.838 -0.057 0.125 -0.34
Si 2.96 13.774 22.686 -0.007 -0.102 -0.178
Si 0.733 12.379 24.349 -0.047 0.085 -0.085
Si 9.765 14.716 24.063 -0.062 -0.116 -0.117
Si 14.205 1.412 23.342 -0.097 -0.08 -0.202
Si 10.449 3.094 25.511 -0.026 0.006 0.122
Si 11.266 6.645 30.635 -0.016 0.111 0.153
Si 13.964 10.369 22.427 -0.122 -0.03 -0.338
Si 14.648 14.061 25.514 -0.082 0.042 0.05
Si 4.541 3.244 25.398 0.002 0.151 0.021
Si 1.848 8.182 25.153 -0.131 0.049 -0.11
Si 0.414 5.438 25.388 0.152 0.053 -0.119
Si 13.293 10.131 27.88 0.057 -0.113 0.073
Si 9.271 13.286 27.942 0.027 -0.122 0.117
Si 12.803 3.995 23.654 -0.017 0.16 -0.187
Si 9.835 6.192 26.027 0.189 -0.049 -0.135
Si 6.987 6.857 25.167 0.058 -0.021 -0.165
Si 4.93 14.298 25.148 -0.037 -0.099 -0.104
Si 8.037 13.837 21.914 0.002 0.053 -0.1
Si 10.761 1.425 28.225 0.057 0.015 0.093
Si 0.475 1.984 30.381 -0.078 0.086 0.097
Si 13.867 6.377 25.449 0.013 0.02 -0.056
Si 11.989 7.291 27.861 0.016 0.056 -0.059
Si 10.344 8.688 24.699 0.001 -0.047 -0.241
Si 15.702 0.576 25.925 -0.065 0.038 0.058
Si 13.083 15.255 32.587 -0.01 -0.077 0.199
Si 4.906 5.855 27.184 -0.03 -0.08 0.069
Si 4.856 4.844 29.806 -0.041 0.034 0.096
Si 1.743 2.641 26.202 -0.083 0.002 -0.118
Si 4.503 14.024 30.545 0.069 -0.09 0.08
Si 1.853 10.784 26.739 0.042 -0.035 0.006
Si 3.102 2.27 29.044 0.081 -0.056 0.042
Si 6.907 11.187 27.801 0.07 -0.018 0.149
Si 6.084 2.656 31.233 -0.063 0.064 0.184
Si 14.737 0.788 28.702 0.022 0.103 -0.094
Si 6.366 9.501 30.337 -0.105 -0.097 0.033
Si 7.809 9.674 25.538 -0.04 -0.002 -0.07
Si 12.802 2.953 29.88 -0.102 0.121 -0.043
Si 8.715 1.232 23.812 0.064 -0.007 -0.311
Si 4.012 7.558 29.386 -0.029 -0.014 0.095
Si 16.053 10.005 28.789 0.089 -0.046 0.098
Si 9.337 11.792 30.634 -0.146 -0.144 0.071
Si 13.265 8.356 32.154 0.212 -0.003 0.719
Si 15.79 7.594 30.274 -0.052 -0.027 0.162
Si 4.486 1.004 33.26 0.074 -0.093 0.208
Si 2.495 10.411 33.409 0.067 0.25 0.293
Si 15.109 4.63 30.259 -0.011 -0.075 0.128
Si 16.06 0.141 32.695 0.06 0.052 0.653
Si 6.401 11.841 32.01 0.05 -0.016 0.101
Si 5.488 0.404 29.412 -0.118 0.02 0.084
Si 6.371 0.807 25.405 -0.042 0.006 -0.133
Si 11.324 3.959 32.126 0.035 0.117 0.302
Si 8.594 3.477 32.626 0.011 0.239 0.024
Si 4.148 12.69 27.639 -0.107 0.05 -0.005
Si 9.249 8.948 30.836 0.093 0.081 0.076
Si 8.274 6.035 33.65 -0.016 0.106 0.102
Si 2.419 15.04 32.543 0.049 0.038 0.028
Si 11.207 10.477 32.325 -0.006 -0.081 -0.075
Si 15.019 4.85 33.371 0.109 -0.128 0.282
Si 12.607 15.342 29.451 -0.024 0.219 0.179
Si 1.731 9.255 30.715 0.01 -0.032 0.23
O 0.874 15.387 32.195 0.049 -0.222 -0.485
O 1.043 0.973 0.075 0.006 -0.196 -0.161
O 2.251 3.976 34.762 0.167 -0.129 -0.509
O 4.096 1.967 34.482 0.069 0.096 -0.067
O 13.732 4.238 29.474 -0.251 0.345 -0.529
O 16.589 5.121 33.696 0.207 0.302 -0.657
O 0.76 8.024 31.193 0.171 -0.321 0.668
O 2.969 9.005 34.052 -0.23 -0.186 -0.486
O 0.945 10.716 33.776 -0.371 0.008 -0.503
O 2.548 10.101 31.825 0.325 0.053 -0.341
O 3.376 11.698 33.958 0.432 -0.33 -0.438
O 2.398 14.161 33.902 -0.418 0.135 0.135
O 7.643 14.699 34.604 0.002 0.011 -0.39
O 5.765 0.083 33.679 0.107 0.046 -0.479
O 8.423 3.245 34.208 -0.605 0.506 0.004
O 6.239 1.73 29.941 0.257 0.147 -0.404
O 4.7 7.016 34.713 -0.185 -0.088 -0.263
O 6.823 5.502 34.16 -0.151 -0.584 -0.406
O 8.483 5.089 32.351 -0.205 0.134 -0.501
O 9.984 9.387 32.236 -0.109 -0.274 0.6
O 7.273 9.753 34.605 0.117 -0.097 -0.294
O 6.218 11.897 33.639 -0.134 0.492 -0.096
O 7.98 11.952 31.556 0.091 0.016 0.283
O 7.659 8.667 30.858 -0.017 -0.407 0.228
O 10.201 1.336 34.674 -0.185 -0.095 -0.581
O 12.107 16.05 33.643 0.039 -0.055 -0.302
O 14.031 14.6 0.177 -0.204 0.588 -0.061
O 14.463 3.437 33.944 -0.533 -0.145 -0.387
O 11.646 4.513 33.63 0.307 0.006 -0.094
O 9.608 5.9 34.578 -0.153 0.296 -0.107
O 14.74 4.831 31.809 -0.295 -0.052 0.001
O 14.94 8.527 35.111 0.275 0.095 -0.416
O 9.682 12.564 34.662 -0.013 -0.191 -0.598
O 11.525 10.826 33.855 0.727 -0.029 -0.044
O 15.279 12.291 34.468 0.176 -0.24 -0.312
O 13.311 13.75 33.231 -0.15 -0.555 -0.343
O 1.272 4.238 21.623 -0.011 -0.156 0.448
O 1.92 6.704 22.334 -0.166 0.39 -0.153
O 5.196 0.405 20.764 -0.128 -0.05 0.337
O 3.078 2.445 20.773 -0.131 -0.011 0.326
O 1.56 9.519 21.708 -0.002 0.309 0.372
O 15.288 9.447 22.152 0.188 -0.243 -0.141
O 4.207 7.95 21.864 0.362 0.282 0.406
O 3.649 6.117 20.067 0.121 -0.165 -0.023
O 0.359 16.239 20.868 -0.145 0.101 0.224
O 15.237 0.837 24.414 0.413 -0.128 -0.068
O 3.601 12.556 21.797 -0.288 -0.286 0.386
O 2.527 14.898 21.588 0.471 0.26 0.245
O 9.178 2.52 24.684 -0.346 0.232 0.19
O 8.033 3 20.878 0.093 0.051 0.176
O 9.375 16.22 24.457 0.275 0.105 0.342
O 9.244 1.291 22.264 0.448 -0.133 0.169
O 5.573 11.059 20.794 0.096 0.124 0.314
O 7.61 9.651 21.652 -0.255 -0.285 0.465
O 10.905 5.721 20.807 -0.146 -0.014 0.539
O 9.485 7.964 21.249 -0.008 -0.133 0.392
O 6.253 13.361 25.098 -0.018 0.005 0.126
O 6.91 14.973 21.718 -0.381 0.289 0.553
O 8.425 13.084 20.56 -0.495 0.415 -0.156
O 9.926 10.774 21.148 0.498 -0.024 0.235
O 12.516 4.204 22.075 -0.033 -0.322 0.172
O 14.028 2.959 23.744 0.624 0.186 0.214
O 14.781 1.401 21.833 0.047 0.094 0.003
O 12.855 0.491 23.417 -0.431 0.265 -0.14
O 12.645 9.747 21.693 -0.334 -0.081 0.574
O 10.499 6.964 27.297 -0.306 0.26 0.278
O 15.787 6.229 21.494 0.068 -0.072 0.23
O 13.784 7.862 20.514 -0.23 -0.248 0.048
O 15.939 12.868 20.256 0.477 -0.192 0.158
O 12.52 14.719 21.891 -0.473 0.2 0.234
O 13.764 10.407 24.01 0.139 0.381 0.362
O 14.158 11.885 21.909 -0.042 0.387 0.463
O 15.552 15.281 26.135 0.171 -0.264 0.166
O 11.632 0.093 28.653 0.071 0.006 -0.002
O 6.741 5.935 23.856 0.476 0.088 -0.354
O 4.187 5.714 23.18 -0.266 -0.224 0.343
O 0.291 5.253 23.789 -0.343 -0.311 0.079
O 13.776 1.714 29.601 0.076 -0.034 0.457
O 1.332 6.745 25.722 0.099 -0.045 0.471
O 0.727 8.801 24.135 -0.453 -0.278 0.152
O 14.068 7.813 24.706 0.259 0.086 -0.376
O 11.821 9.135 25.114 -0.088 0.078 0.361
O 13.439 13.54 26.502 -0.12 0.006 -0.082
O 13.948 14.539 24.136 0.4 -0.013 -0.251
O 2.258 2.556 27.718 0.042 0.256 0.008
O 15.734 12.936 25.095 -0.051 -0.148 0.051
O 9.398 14.482 22.498 0.257 0.08 -0.213
O 6.129 4.637 21.675 -0.257 -0.049 0.142
O 5.304 3.653 24.027 0.138 -0.281 -0.333
O 3.204 7.901 24.309 0.425 0.336 0.274
O 9.818 9.358 23.326 -0.097 0.395 0.049
O 8.231 6.313 26.04 -0.365 -0.102 0.255
O 1.609 13.454 23.519 -0.17 0.305 0.009
O 0.333 11.257 23.277 -0.052 0.206 0.003
O 7.445 12.717 22.89 -0.426 -0.57 -0.236
O 4.076 14.235 23.766 0.31 0.114 -0.162
O 8.899 13.589 24.876 0.045 -0.055 0.589
O 11.367 14.641 24.234 -0.008 -0.209 0.635
O 9.198 0.977 28.446 -0.299 0.112 0.28
O 11.39 2.657 29.119 -0.197 0.48 -0.223
O 13.143 5.381 24.4 -0.344 0.227 -0.103
O 11.602 3.242 24.401 -0.122 -0.143 -0.112
O 12.129 6.554 29.282 0.53 -0.139 -0.036
O 13.001 6.651 26.782 -0.042 -0.122 0.255
O 12.33 8.854 28.191 -0.362 0.264 0.412
O 14.006 9.773 26.474 0.454 0.263 -0.102
O 3.034 2.657 25.204 -0.182 -0.159 -0.322
O 0.83 1.31 25.989 0.186 -0.264 0.046
O 4.361 4.55 26.37 -0.146 -0.146 0.161
O 3.839 3.652 29.427 -0.195 0.105 0.16
O 5.729 6.748 26.151 -0.063 0.357 -0.158
O 2.228 9.26 26.3 0.345 -0.119 0.251
O 5.707 5.248 28.471 0.517 -0.303 0.06
O 5.333 8.47 29.661 0.212 -0.138 -0.344
O 2.977 11.553 27.623 -0.105 -0.088 0.252
O 0.426 10.656 27.493 -0.457 0.238 -0.033
O 8.148 12.193 27.477 0.028 -0.069 -0.361
O 5.491 2.055 25.971 0.083 0.097 0.223
O 7.091 1.118 23.965 -0.408 0.224 -0.359
O 7.638 0.56 26.38 0.149 -0.081 -0.167
O 5.819 4.222 30.935 0.13 0.218 0.505
O 10.194 4.61 26.055 -0.197 0.052 0.088
O 7.18 8.411 24.724 -0.217 0.219 -0.675
O 3.877 6.94 27.87 -0.191 0.011 -0.315
O 1.699 11.704 25.437 0.318 0.028 -0.16
O 7.037 9.832 26.936 -0.272 -0.628 0.058
O 4.039 13.766 26.412 -0.3 0.365 -0.037
O 7.703 11.11 24.811 -0.125 -0.155 -0.366
O 8.742 14.798 27.736 0.115 0.126 -0.272
O 12.342 13.849 28.917 -0.206 -0.245 0.515
O 10.941 5.145 31.095 -0.466 -0.104 -0.18
O 12.511 3.083 31.474 0.574 -0.131 0.392
O 12.122 7.249 31.859 -0.35 -0.156 0.118
O 10.307 7.051 24.703 0.362 -0.2 -0.413
O 10.683 11.811 31.564 0.151 0.671 0.076
O 15.251 5.728 25.945 0.121 -0.234 0.428
O 14.509 10.487 28.907 -0.055 0.364 0.556
O 9.975 7.589 30.345 -0.415 -0.038 -0.531
O 12.402 11.454 27.783 -0.401 -0.239 0.145
O 14.764 1.187 27.123 -0.268 0.458 -0.149
O 2.082 1.944 30.261 0.138 -0.217 0.335
O 14.548 15.938 32.437 0.061 -0.013 -0.089
O 3.252 0.078 32.812 -0.081 0.193 -0.253
O 5.545 11.934 27.443 -0.042 -0.081 -0.395
O 2.77 8.54 29.691 -0.092 0.028 -0.208
O 0.746 10.353 30.014 0.06 0.59 0.095
O 0.948 4.05 26.021 -0.125 -0.095 0.278
O 15.928 8.378 28.849 -0.251 -0.501 -0.62
O 15.722 6.051 29.814 0.48 0.133 -0.543
O 3.12 14.159 31.386 -0.485 -0.526 -0.138
O 6.811 10.678 29.316 0.119 0.152 -0.009
O 5.791 10.384 31.579 -0.238 -0.097 0.113
O 4.103 1.006 28.792 -0.239 -0.3 -0.475
O 4.875 2.007 32.068 -0.211 0.037 -0.057
O 5.4 15.834 25.342 -0.204 0.198 -0.214
O 5.105 15.534 30.448 0.29 0.058 0.096
O 6.64 16.06 28.506 -0.152 -0.319 -0.25
O 4.116 6.207 30.317 -0.329 0.082 0.69
O 10.851 2.038 26.699 0.255 -0.056 -0.064
O 14.14 15.639 28.985 0.302 -0.458 0.037
O 5.55 13.05 31.328 0.148 0.059 -0.294
O 4.149 13.448 29.073 -0.043 0.177 0.013
O 9.426 10.303 29.927 0.253 0.039 -0.789
O 8.229 7.658 33.592 -0.175 0.463 -0.607
O 16.235 0.937 29.274 0.456 -0.247 -0.196
O 10.672 13.186 27.109 -0.013 0.217 -0.704
O 16.311 1.515 31.852 -0.153 0.378 0.107
O 12.443 15.311 31.084 -0.425 0.172 -0.116
O 7.495 2.557 31.957 0.19 -0.405 -0.152
O 10.043 2.979 32.158 0.148 -0.501 -0.1
O 14.498 8.07 31.135 -0.027 0.135 -0.251
O 16.226 3.474 30.082 0.419 0.114 -0.33
O 9.451 12.964 29.534 0.052 0.231 0.31
O 9.355 9.298 25.826 0.166 0.085 0.74
O 12.596 9.812 31.791 0.42 0.353 -0.291
O 14.28 6.124 34.016 -0.275 -0.004 0.188
Si 0.166 16.314 5.403 0.006 0.016 0.006
Si 2.928 2.683 5.36 -0.016 -0.014 0.021
Si 0.107 5.496 5.332 -0.041 -0.023 -0.046
Si 2.811 8.201 5.403 0.016 0.036 0.016
Si 0.085 10.911 5.262 0.006 0.002 -0.032
Si 2.809 13.616 5.409 -0.021 0.011 -0.007
Si 5.6 0.018 5.366 -0.016 0.005 -0.016
Si 8.335 2.743 5.398 0.009 -0.005 -0.004
Si 5.572 5.449 5.349 0.026 0.021 -0.027
Si 8.317 8.155 5.406 0.004 -0.014 0.019
Si 5.537 10.937 5.461 -0.014 0.001 0.013
Si 8.3 13.574 5.377 -0.008 0.011 0.003
Si 11.018 16.306 5.443 0.005 -0.003 0.03
Si 13.751 2.787 5.433 0.006 -0.044 0.008
Si 11.04 5.485 5.336 -0.001 -0.02 -0.012
Si 13.71 8.18 5.275 0.003 0.017 0.009
Si 11.027 10.866 5.333 -0.017 -0.034 -0.007
Si 13.747 13.573 5.359 0.025 0.004 -0.006
Si 1.525 1.373 6.737 -0.007 0.025 0.017
Si 4.244 4.075 6.729 0.004 -0.003 -0.009
Si 1.453 6.828 6.732 0.018 -0.005 -0.007
Si 4.189 9.535 6.768 0.007 -0.002 0.009
Si 1.437 12.232 6.711 0.02 -0.003 -0.003
Si 4.214 14.988 6.731 -0.013 0.005 -0.019
Si 6.951 1.379 6.739 -0.003 0.02 -0.012
Si 9.691 4.12 6.728 0.003 0.004 0.005
Si 6.944 6.787 6.734 0.001 0.008 0.002
Si 9.678 9.532 6.74 -0.01 0.016 0
Si 6.932 12.277 6.783 0.001 -0.008 -0.001
Si 9.643 14.941 6.759 0.006 -0.002 0.001
Si 12.381 1.388 6.754 -0.012 0.023 0.001
Si 15.124 4.134 6.756 0.007 -0.01 0.002
Si 12.39 6.837 6.705 0.008 -0.005 0.007
Si 15.066 9.544 6.657 -0.003 0 -0.011
Si 12.377 12.223 6.716 -0.014 -0.005 0.004
Si 15.114 14.932 6.728 0.029 -0.003 0.002
Si 0.16 2.743 8.092 0.007 0.008 0.003
Si 2.867 0.018 8.113 0.012 0.008 -0.002
Si 0.098 8.196 8.068 -0.001 0.009 0.003
Si 2.843 5.442 8.061 -0.027 -0.026 -0.006
Si 0.127 13.591 8.113 -0.01 -0.008 0.008
Si 2.821 10.904 8.091 -0.002 -0.004 -0.008
Si 5.6 2.741 8.109 0.012 0.015 0.008
Si 8.297 0.01 8.1 0 -0.018 -0.003
Si 5.58 8.161 8.088 -0.018 -0.017 -0.01
Si 8.316 5.455 8.103 -0.009 0.006 -0.008
Si 5.574 13.65 8.116 0.028 0.004 0.007
Si 8.308 10.891 8.101 -0.018 -0.017 -0.003
Si 11.022 2.745 8.103 0.003 0.002 0.003
Si 13.753 16.323 8.078 0.001 -0.002 -0.017
Si 11.04 8.179 8.101 0.001 0.008 0.004
Si 13.736 5.477 8.091 0.006 0 0.003
Si 11.023 13.585 8.092 -0.022 -0.008 -0.003
Si 13.733 10.875 8.081 0.014 0.016 0.003
Si 1.505 4.098 9.462 0 -0.01 0.008
Si 4.227 1.388 9.469 -0.008 0 0.003
Si 1.471 9.533 9.438 0.01 0.006 -0.001
Si 4.213 6.795 9.429 0.018 0.011 -0.011
Si 1.494 14.967 9.458 0.001 -0.015 0.001
Si 4.201 12.268 9.437 -0.015 -0.003 -0.012
Si 6.96 4.098 9.468 0.02 -0.01 0.017
Si 9.659 1.375 9.45 -0.018 0.008 -0.004
Si 6.944 9.527 9.448 0.015 0.004 0.001
Si 9.675 6.818 9.462 -0.005 -0.006 0.008
Si 6.943 14.994 9.481 -0.022 0.022 0
Si 9.668 12.246 9.473 -0.003 0.002 0.002
Si 12.387 4.1 9.453 -0.007 0 0.001
Si 15.107 1.371 9.439 0.017 0.009 -0.01
Si 12.39 9.531 9.478 0.003 -0.004 0.003
Si 15.087 6.83 9.456 -0.017 0 0.007
Si 12.38 14.967 9.439 0.001 -0.007 -0.01
Si 15.074 12.238 9.459 0.002 -0.017 0.006

Results
total energy: -115455.156 eV
total energy less fixed offsets of O -438.35, Si -107.03 eV per atom: 11.184 eV
